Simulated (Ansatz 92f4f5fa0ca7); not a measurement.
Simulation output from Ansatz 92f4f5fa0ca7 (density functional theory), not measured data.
Periodic cell of 237 atoms, Si146O90P1, from a study of silicon, its oxide and their interface. The atomic structure is a simulated model.
Doubt: the cutoff is far below the 930 eV that the study's wrapper takes by default for these files, so forces and energies are approximate.

Settings
functional: PBE
potential files: Ansatz PAW
basis: plane waves
wave-function cutoff: 580 eV
density cutoff ratio: 5
exchange-correlation grid ratio: 1
k mesh: 1 x 1 x 1, Gamma-centred
self-consistency stop: 5e-08 eV per atom in the density residual
occupations: fixed
spin: none
net charge: +1 e, with a uniform compensating background and no finite-size correction

Cell vectors (angstrom)
a, 11.6015, 0, 0
b, 0, 10.938, 0
c, 0, 0, 32.0622

Atoms: element, x, y, z (angstrom)
Si, -0.1924, -0.0539, 23.2683
Si, 3.6669, 0.212, 23.0988
Si, 7.5427, -0.1342, 23.4532
Si, 1.6879, 1.3881, 23.4128
Si, 5.7294, 1.4145, 23.1912
Si, 9.4408, 1.2253, 23.363
Si, 0.145, 5.3324, 23.4645
Si, 4.0983, 5.3493, 23.4759
Si, 8.0132, 5.6257, 23.5986
Si, 2.1497, 6.6268, 23.3723
P, 5.9537, 6.7428, 23.5024
Si, 9.9872, 6.9012, 23.6009
Si, 1.8994, 2.6788, 25.376
Si, 5.8327, 2.631, 25.2643
Si, 9.6229, 2.6978, 25.2557
Si, 11.5913, 4.0148, 25.3858
Si, 3.916, 3.9596, 25.3569
Si, 7.7178, 4.0804, 25.3687
Si, 1.9549, 8.158, 25.1958
Si, 5.7721, 8.1524, 25.3226
Si, 9.7179, 8.2727, 25.4445
Si, 11.6364, 9.5781, 25.2616
Si, 3.8581, 9.5675, 25.0317
Si, 7.6903, 9.5138, 25.4012
Si, 11.6492, -0.0014, 27.2061
Si, 3.9146, -0.0697, 27.0965
Si, 7.7535, -0.0338, 27.2935
Si, 1.9971, 1.307, 27.2643
Si, 5.8326, 1.3094, 27.2087
Si, 9.6852, 1.3305, 27.1981
Si, 11.5938, 5.4683, 27.2386
Si, 3.8455, 5.4205, 27.2298
Si, 7.7213, 5.4611, 27.2832
Si, 1.935, 6.8214, 27.1726
Si, 5.7631, 6.7791, 27.2633
Si, 9.663, 6.8179, 27.2991
Si, 1.9528, 2.7131, 29.1742
Si, 5.798, 2.7142, 29.1231
Si, 9.6807, 2.7202, 29.1366
Si, 0.0158, 4.0875, 29.1594
Si, 3.8694, 4.0829, 29.1754
Si, 7.7332, 4.0785, 29.1924
Si, 1.9425, 8.1854, 29.114
Si, 5.7963, 8.1878, 29.1681
Si, 9.6777, 8.191, 29.2199
Si, 0.0104, 9.556, 29.1398
Si, 3.875, 9.5536, 29.0877
Si, 7.7421, 9.5382, 29.2108
Si, 0.0055, -0.0035, 31.0871
Si, 3.8654, 0.0009, 31.0506
Si, 7.7336, 0.0012, 31.1129
Si, 1.934, 1.3646, 31.1072
Si, 5.8009, 1.363, 31.0616
Si, 9.6709, 1.3575, 31.0881
Si, 0.0128, 5.4612, 31.0898
Si, 3.8731, 5.4751, 31.0957
Si, 7.7416, 5.4648, 31.1214
Si, 1.9395, 6.8354, 31.0661
Si, 5.8068, 6.8314, 31.0992
Si, 9.682, 6.8205, 31.1409
Si, 1.936, 2.7466, 0.9806
Si, 5.7979, 2.744, 0.9226
Si, 9.6701, 2.7323, 0.9676
Si, -0.0095, 4.1038, 0.9569
Si, 3.8694, 4.1137, 0.9724
Si, 7.7427, 4.1066, 0.9954
Si, 1.9319, 8.2125, 0.9375
Si, 5.8032, 8.2221, 0.9537
Si, 9.67, 8.2167, 1.0046
Si, -0.0013, 9.587, 0.9795
Si, 3.8641, 9.5842, 0.9499
Si, 7.7421, 9.5763, 0.9847
Si, 11.6124, 0.0331, 2.9159
Si, 3.8575, 0.0192, 2.9046
Si, 7.7443, 0.0219, 2.9021
Si, 1.9372, 1.3996, 2.9223
Si, 5.8135, 1.3635, 2.8322
Si, 9.6647, 1.3847, 2.9199
Si, 11.5677, 5.5011, 2.8666
Si, 3.8813, 5.496, 2.9055
Si, 7.7396, 5.5113, 2.9169
Si, 1.9164, 6.8219, 2.8548
Si, 5.8129, 6.8609, 2.8802
Si, 9.6623, 6.898, 2.9695
Si, 1.9161, 2.8315, 4.8196
Si, 5.8387, 2.7225, 4.7432
Si, 9.6022, 2.7963, 4.8322
Si, 11.5454, 4.1338, 4.7788
Si, 3.9215, 4.0964, 4.8175
Si, 7.7196, 4.203, 4.8803
Si, 1.8893, 8.1481, 4.7969
Si, 5.8119, 8.2591, 4.7815
Si, 9.6642, 8.3208, 4.9072
Si, 11.6345, 9.6536, 4.8819
Si, 3.8209, 9.4849, 4.7821
Si, 7.7253, 9.6761, 4.887
Si, 11.5991, 0.2283, 6.7733
Si, 3.7549, -0.0564, 6.651
Si, 7.7139, 0.0531, 6.9088
Si, 2.0505, 1.5025, 6.7559
Si, 5.7144, 1.2733, 6.6201
Si, 9.6483, 1.5187, 6.8296
Si, 11.5276, 5.4963, 6.6981
Si, 3.9848, 5.428, 6.7855
Si, 7.739, 5.667, 6.8251
Si, 1.9779, 6.6403, 6.6475
Si, 5.8147, 6.9746, 6.7416
Si, 9.7564, 7.0372, 6.9093
O, 9.9969, 7.9698, 8.2977
O, 7.6628, 9.9306, 8.2195
O, 7.4015, 4.7285, 8.1623
O, 3.3772, 10.3459, 8.2041
O, 2.0432, 7.5477, 8.0247
O, 4.0081, 4.5802, 8.2412
O, 9.7811, 2.4453, 8.2195
O, 2.6165, 2.3355, 8.1189
O, 11.3883, 4.5701, 8.0689
O, 5.3642, 2.3583, 7.8238
O, 5.8169, 7.9776, 8.0822
O, 11.3224, 10.3072, 8.1527
O, 11.2772, 10.1082, 21.7816
O, 3.2351, 10.7131, 21.5235
O, 5.6975, 7.7345, 22.1908
O, 4.2471, 4.5248, 22.0191
O, 7.6458, 9.6228, 22.2441
O, 10.3136, 7.7016, 22.1847
O, 1.6141, 2.4182, 22.1098
O, 5.9351, 2.4848, 21.9081
O, 8.4046, 4.7346, 22.252
O, -0.085, 4.4642, 22.0416
O, 2.3399, 7.4029, 21.9268
O, 9.1203, 1.8859, 21.8705
Si, 1.9173, 7.7797, 9.6069
Si, 5.0455, 0.5935, 17.6949
Si, 2.4957, 5.4215, 14.0224
Si, 10.5675, 3.8607, 14.0512
Si, 8.2802, 2.3861, 15.2586
Si, 9.5397, 2.255, 20.3467
Si, 10.5075, 3.6471, 9.0736
Si, 0.034, 2.3132, 11.5653
Si, 11.0188, 8.1366, 15.3961
Si, 5.1677, 6.9358, 13.9963
Si, 5.7528, 2.615, 11.1189
Si, 8.5841, 7.6623, 19.4079
Si, 8.1121, 4.8654, 20.655
Si, 5.9211, 9.5945, 15.2084
Si, 2.1114, 7.6497, 20.3396
Si, 1.9226, 4.9014, 18.7894
Si, 4.4982, 3.4659, 18.0408
Si, 8.5021, 8.9261, 16.8333
Si, 0.8297, 9.4808, 13.2989
Si, 9.911, 10.6503, 11.7182
Si, 5.3445, 3.7635, 21.0558
Si, 0.5896, 5.5246, 16.2597
Si, 10.7851, 9.1448, 9.1436
Si, 6.5465, 8.86, 21.3115
Si, 7.1169, 7.1038, 11.485
Si, 2.6767, 0.734, 12.214
Si, 10.8897, 8.6989, 21.0372
Si, 6.0357, 4.3246, 15.6426
Si, 7.088, 0.489, 12.9738
Si, 4.0622, 2.9742, 8.5914
Si, 0.8833, 6.7386, 11.8974
Si, 6.5719, 9.0432, 9.073
Si, 0.6591, 3.3063, 21.146
Si, 9.8032, 6.5077, 12.8907
Si, 7.7148, 4.5334, 9.7472
Si, 3.9899, 10.0681, 20.2168
Si, 4.2658, 3.0353, 13.535
Si, 3.8565, 10.0102, 9.734
Si, 8.0621, 0.7838, 18.0352
O, 11.5103, 3.2223, 12.9001
O, 9.3398, 4.4714, 9.88
O, 8.7727, 3.6096, 19.8861
O, 4.0527, -0.0564, 18.8153
O, 11.3378, 4.5327, 15.3094
O, 9.8575, 9.7924, 10.322
O, 3.7655, 1.5334, 13.1375
O, 0.6453, 9.0658, 14.8662
O, 6.4826, 0.9895, 18.3889
O, 4.7454, 3.228, 19.6438
O, 6.2514, 1.1787, 11.7434
O, 0.5422, 8.6205, 9.8669
O, 5.6489, 4.3251, 17.2398
O, 8.4468, 7.1963, 12.3903
O, 4.4083, 2.6368, 10.1571
O, 2.0759, 5.653, 15.5788
O, 3.3799, 0.0653, 10.9139
O, 5.8935, 7.2175, 12.5553
O, 2.2996, 6.36, 19.3849
O, 0.6497, 4.9437, 17.7764
O, 8.4151, 10.6873, 12.3678
O, 5.4763, 10.0682, 9.6974
O, 0.5939, 8.2066, 20.199
O, 9.7718, 2.6074, 14.692
O, 2.003, 10.5893, 13.2199
O, 9.9424, 9.1003, 16.117
O, 6.1518, 10.3567, 13.7796
O, 7.4694, 1.6005, 14.0964
O, 1.6442, 3.9326, 20.0425
O, 5.901, 5.7897, 14.9248
O, 7.3387, 8.9513, 15.7085
O, 1.511, 1.6676, 11.6
O, 7.1979, 8.2836, 10.3646
O, 4.3278, 2.0068, 17.317
O, 7.0362, 3.1602, 10.284
O, 11.5445, 7.008, 16.4325
O, 8.2825, 10.1404, 17.8595
O, 3.2649, 8.5377, 10.1054
O, 7.5838, 3.8359, 15.5248
O, 3.139, 4.3209, 17.9013
O, 2.9091, 3.8931, 13.7029
O, 1.3366, 8.2009, 12.4461
O, 1.2121, 5.6761, 13.0684
O, 4.9813, 8.3073, 14.8682
O, 11.1604, 2.4142, 20.335
O, 10.9802, 9.9893, 12.7523
O, 5.2956, 3.571, 12.3717
O, 5.085, 3.1935, 14.9299
O, 6.4796, 4.8571, 20.591
O, 8.4002, 1.554, 16.647
O, 10.41, 1.2399, 11.4543
O, 10.8785, 6.6085, 11.6602
O, 3.2538, 8.6807, 19.8338
O, 1.7231, 6.4344, 10.5247
O, 7.1605, 8.1464, 20.0119
O, 8.485, 7.5853, 17.7761
O, 3.678, 6.4361, 13.612
O, 9.5715, 4.9606, 13.355
O, 5.5205, 9.9652, 20.7526
O, 10.3235, 7.3752, 14.1483
O, 8.815, 6.1624, 19.986
O, 7.0679, 5.7074, 10.6578
O, 5.2689, 10.5629, 16.3767
O, 9.0597, 1.1608, 19.2563
O, 11.5759, 3.1644, 10.1862
O, 9.7342, 8.7216, 19.8869

Results
free energy: -144756.887 eV
free energy less fixed offsets of O -568.88, P -755.39, Si -635.61 eV per atom: -3.237 eV

Forces (eV/angstrom), in the order of the atoms: element, x, y, z
Si, -0.001, -0.0658, -0.0799
Si, 0.0157, -0.0937, -0.1445
Si, 0.0024, -0.0339, -0.0027
Si, -0.0553, 0.0998, -0.0851
Si, 0.0307, 0.071, -0.1237
Si, -0.0364, 0.0827, -0.1121
Si, -0.0084, -0.2592, -0.1652
Si, 0.038, -0.5983, -0.5829
Si, 0.2515, -0.3973, -0.3815
Si, -0.2661, 0.2734, -0.0905
P, -0.1109, 0.6868, -0.4358
Si, 0.1639, 0.2538, -0.1668
Si, 0.027, -0.0318, -0.0589
Si, 0.0332, -0.0144, -0.0995
Si, 0.0465, -0.0738, -0.0914
Si, 0.0058, 0.0617, -0.0127
Si, -0.0573, 0.1319, 0.099
Si, -0.0457, 0.1076, 0.106
Si, 0.0571, 0.0154, 0.0435
Si, 0.0588, 0.0128, 0.3311
Si, -0.0629, -0.015, 0.0619
Si, -0.008, 0.0372, -0.0409
Si, -0.055, 0.1269, -0.0065
Si, 0.0424, 0.034, -0.0172
Si, -0.008, -0.0098, -0.0509
Si, -0.0035, -0.0403, -0.0129
Si, 0.0115, -0.0296, 0.0382
Si, 0.0117, 0.0363, 0.0318
Si, -0.0073, -0.0143, 0.0405
Si, -0.017, 0.0311, 0.027
Si, -0.0108, -0.0191, 0.0354
Si, -0.0301, -0.0263, 0.0256
Si, 0.0153, -0.0221, -0.0131
Si, 0.022, -0.0117, -0.0349
Si, 0.0212, 0.0253, -0.0985
Si, -0.038, 0.0298, -0.0072
Si, -0.0235, -0.0117, 0.0078
Si, 0.0014, 0.0117, 0.0562
Si, -0.034, -0.0206, 0.0503
Si, 0.0078, -0.0163, -0.0428
Si, 0.0056, 0.0185, 0.0165
Si, 0.036, -0.004, -0.0141
Si, -0.0012, 0.0102, 0.0088
Si, 0.0338, 0.0425, -0.0377
Si, 0.014, -0.017, -0.0359
Si, -0.0103, 0.0271, 0.0615
Si, -0.0146, 0.0401, 0.096
Si, -0.0375, 0.0258, -0.0017
Si, -0.0042, -0.023, -0.0031
Si, 0.0008, -0.0417, -0.0051
Si, 0.0017, 0.0113, 0.0216
Si, 0.0052, 0.0025, 0.0474
Si, -0.0141, -0.0127, 0
Si, 0.0038, 0.0277, -0.0211
Si, 0.0008, -0.0114, 0.0036
Si, -0.0015, -0.0272, 0.0275
Si, 0.0008, -0.0116, -0.0011
Si, 0.0021, 0.023, -0.0016
Si, 0.0017, -0.0566, 0.0275
Si, -0.0006, 0.0214, 0.0333
Si, -0.0182, 0.0132, -0.0143
Si, 0.0263, 0.018, 0.0273
Si, -0.0136, -0.0091, -0.0269
Si, 0.0326, -0.0055, 0.0316
Si, -0.0065, 0.0086, 0.0007
Si, -0.024, -0.0186, -0.0118
Si, -0.0006, 0.0037, 0.031
Si, -0.0203, 0.0388, 0.0179
Si, 0.0228, -0.0065, -0.0163
Si, 0.0218, -0.0083, -0.0283
Si, -0.0056, 0.0142, -0.031
Si, -0.0208, 0.0047, -0.0123
Si, -0.0017, 0.0077, 0.0133
Si, 0.0111, 0.0004, 0.0132
Si, -0.0034, 0.0006, 0
Si, 0.0054, -0.0001, 0.0068
Si, -0.006, 0.0029, -0.0099
Si, -0.0029, -0.0024, 0.0015
Si, 0.0145, 0.0052, -0.0048
Si, -0.0108, 0.007, 0.0104
Si, 0.0036, 0.0199, 0.013
Si, -0.0014, -0.0051, -0.0141
Si, -0.0029, -0.0187, -0.0094
Si, 0.0018, -0.0103, 0.0077
Si, 0.0049, 0.0087, -0.0093
Si, 0.0029, 0.014, -0.0112
Si, 0.0075, 0.0107, -0.0095
Si, -0.009, -0.0184, -0.018
Si, 0.002, -0.0071, -0.0064
Si, -0.008, -0.0099, 0.0036
Si, 0.0062, 0.007, -0.0113
Si, -0.0017, 0.0217, -0.0097
Si, 0.0022, 0.0143, -0.0031
Si, 0.0058, -0.0204, -0.0063
Si, -0.0062, -0.0111, -0.0171
Si, -0.0046, -0.0125, -0.0137
Si, -0.0081, -0.0149, 0.0999
Si, -0.0022, -0.0002, 0.118
Si, 0.011, -0.0264, 0.0997
Si, 0.0211, 0.0053, 0.0952
Si, -0.0254, 0.0109, 0.0746
Si, -0.0077, 0.0168, 0.1054
Si, 0.0035, -0.0207, 0.0928
Si, 0.0025, -0.0094, 0.089
Si, -0.0119, -0.0313, 0.1049
Si, 0.0016, 0.0212, 0.1102
Si, -0.0093, 0.0121, 0.097
Si, 0.0076, 0.0291, 0.0988
O, -0.0336, -0.0759, -0.1419
O, 0.0288, 0.0772, -0.1382
O, 0.001, 0.0685, -0.1887
O, -0.0078, 0.0484, -0.2009
O, 0.0008, -0.0551, -0.1949
O, -0.0066, 0.0607, -0.1205
O, -0.0239, -0.0759, -0.1478
O, -0.0482, -0.0389, -0.1152
O, 0.0305, 0.0734, -0.1529
O, 0.0475, -0.0508, -0.1273
O, -0.0186, -0.0752, -0.1515
O, 0.0255, 0.0886, -0.1631
O, 0.004, 0.0244, 0.1427
O, -0.0115, 0.0655, 0.1838
O, 0.099, -0.6287, 0.6456
O, 0.0307, 0.2391, 0.2324
O, -0.029, -0.0307, 0.0126
O, -0.0737, -0.1988, 0.2777
O, 0.039, -0.0988, 0.1665
O, -0.0147, -0.0649, 0.1343
O, -0.1424, 0.1888, 0.3859
O, -0.004, 0.1626, 0.2019
O, 0.0656, -0.1472, 0.3283
O, -0.0242, -0.0604, 0.2151
Si, -0.0058, -0.0122, 0.1998
Si, 0.0756, 0.0178, -0.3078
Si, 0.0147, -0.0089, -0.0903
Si, -0.0105, -0.0036, -0.0783
Si, 0.0182, 0.0335, -0.1769
Si, 0.0259, -0.129, -0.3174
Si, 0.0102, 0.0047, 0.2268
Si, 0.0108, -0.0337, 0.0851
Si, 0.0446, -0.0001, -0.1548
Si, -0.0275, 0, -0.0681
Si, 0.0257, -0.0122, 0.1063
Si, 0.1704, -0.0029, -0.4884
Si, 0.0506, -0.0249, -0.474
Si, -0.0241, -0.0392, -0.1767
Si, -0.086, -0.0817, -0.4284
Si, -0.065, -0.0645, -0.3594
Si, 0.0316, 0.0051, -0.3608
Si, 0.0306, 0.0833, -0.3069
Si, 0.0079, 0.0202, -0.0321
Si, 0.0082, 0.0292, 0.083
Si, -0.0109, -0.218, -0.448
Si, -0.0175, 0.0158, -0.2521
Si, -0.0004, 0.0009, 0.2276
Si, 0.2271, 0.3057, -0.2884
Si, 0.008, -0.0088, 0.0932
Si, -0.0326, 0.0108, 0.0601
Si, 0.0326, 0.1055, -0.336
Si, 0.0237, 0.0093, -0.2124
Si, 0.0205, -0.0027, -0.0322
Si, 0.0085, -0.0081, 0.2079
Si, -0.0171, 0.0052, 0.0639
Si, -0.009, -0.0017, 0.2206
Si, 0.0376, -0.0301, -0.333
Si, -0.0089, -0.0125, -0.0172
Si, -0.0146, -0.0053, 0.2074
Si, -0.1285, 0.1448, -0.4261
Si, -0.0372, -0.0081, -0.0579
Si, -0.0017, 0.0029, 0.208
Si, -0.0311, 0.0038, -0.3178
O, -0.0066, 0.0047, -0.0021
O, 0.0161, -0.0086, -0.0714
O, -0.0509, 0.1068, 0.1625
O, -0.0485, -0.1115, 0.2607
O, 0.0277, 0.0324, 0.0843
O, 0.0163, -0.0372, -0.1058
O, 0.0128, 0.0039, 0.0035
O, -0.0231, -0.019, 0.0563
O, -0.0097, -0.0056, 0.1143
O, 0.0577, 0.0596, 0.3445
O, -0.0099, 0.0104, -0.0216
O, -0.0191, 0.0163, -0.0732
O, -0.0586, -0.0224, 0.189
O, -0.014, 0.0074, -0.0148
O, -0.0393, 0.0147, -0.12
O, -0.0307, -0.0026, 0.1014
O, 0.0282, -0.0295, -0.0835
O, 0.0024, 0.0033, -0.0011
O, 0.023, 0.1537, 0.1917
O, 0.0662, -0.0205, 0.2068
O, -0.0069, 0.0002, -0.0048
O, 0.0154, -0.0044, -0.0693
O, -0.0297, 0.0006, 0.1342
O, -0.0285, -0.0144, 0.0453
O, 0.0047, -0.0001, -0.0008
O, -0.074, 0.0044, 0.1064
O, -0.0101, -0.0208, 0.0604
O, 0.0043, 0.0184, 0.0542
O, -0.0529, -0.0505, 0.2164
O, 0.0144, -0.0344, 0.0633
O, 0.0492, -0.0134, 0.1059
O, -0.0019, 0.0074, -0.0225
O, -0.0154, 0.0444, -0.1011
O, -0.0058, 0.014, 0.0994
O, 0.0175, 0.0217, -0.0596
O, 0.0044, -0.0229, 0.0862
O, -0.0123, 0.0045, 0.1331
O, 0.0005, 0.0066, -0.0611
O, -0.017, 0.0025, 0.0619
O, -0.0239, 0.0209, 0.1164
O, 0.0033, 0.0046, 0.0205
O, 0.0008, -0.0094, -0.0142
O, 0.0028, -0.0007, 0.0136
O, 0.0152, 0.0342, 0.0505
O, 0.0102, 0.0362, 0.1191
O, -0.0097, -0.0033, -0.0106
O, 0.0073, -0.0023, -0.0138
O, 0.0267, 0.0205, 0.0808
O, 0.0221, 0.0311, 0.116
O, -0.0103, -0.068, 0.1786
O, -0.0017, 0.0039, -0.0283
O, 0.004, 0.0039, -0.0162
O, 0.0138, -0.0163, 0.1241
O, 0.0146, 0.0186, -0.0762
O, -0.2087, -0.0069, 0.299
O, -0.0255, -0.0704, 0.2925
O, 0.0068, 0.0032, 0.0225
O, 0.0022, -0.0032, 0.0148
O, 0.0918, -0.2246, 0.2327
O, 0.0105, 0.0213, 0.0601
O, -0.045, -0.0652, 0.1643
O, 0.0097, -0.0293, -0.0614
O, -0.0321, 0.0677, 0.1571
O, 0.0657, 0.0868, 0.2015
O, -0.0283, 0.0347, -0.1059
O, -0.0151, -0.0104, 0.1776

The program warned: the cutoff lies below the one the program advises for these potential files; the forces do not sum to zero within the program's tolerance; the exchange-correlation potential is rough where the density is thin.
